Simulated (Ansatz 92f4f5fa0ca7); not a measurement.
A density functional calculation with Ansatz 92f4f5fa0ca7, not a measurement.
Periodic cell of 226 atoms, Si132O92As2, from a study of silicon, its oxide and their interface. The atomic structure is a simulated model.
Doubt: the cutoff is far below the 930 eV that the study's wrapper takes by default for these files, so forces and energies are approximate.
This geometry differs little from another in the collection (a relaxation step or a small displacement).

Settings: functional PBE; potential files Ansatz PAW; basis plane waves; wave-function cutoff 580 eV; density cutoff ratio 5; exchange-correlation grid ratio 1; k mesh 1 x 1 x 1, Gamma-centred; self-consistency stop 5e-08 eV per atom in the density residual; occupations fixed; spin none; net charge 0.

Cell vectors (angstrom)
a	10.938	0	0
b	0	10.938	0
c	0	0	31.9494

Atoms: element, x, y, z (angstrom)
As	10.6823	-0.0239	23.9863
Si	5.0304	0.1337	24.6391
Si	2.7964	2.3568	24.5849
Si	8.4588	2.4471	24.536
Si	10.6659	5.5686	24.3127
Si	5.1481	5.6405	24.4252
Si	2.9143	7.9328	24.3857
Si	8.4318	7.8682	24.3838
As	1.2961	1.2038	26.0147
Si	6.748	1.3521	25.7503
Si	3.986	4.0555	25.7544
Si	9.677	3.9854	25.8248
Si	1.2935	6.7812	25.6653
Si	6.8201	6.7467	25.7302
Si	3.961	9.4703	25.9208
Si	9.5351	9.5308	25.6924
Si	2.7216	-0.0974	27.3772
Si	8.1629	-0.0332	27.0874
Si	0.0618	2.758	27.3219
Si	5.4347	2.7485	27.1393
Si	2.6547	5.4537	27.1199
Si	8.2005	5.3771	27.1129
Si	-0.0034	8.2068	27.0817
Si	5.5039	8.1626	27.1508
Si	4.1302	1.3621	28.5655
Si	9.5322	1.3386	28.5121
Si	1.4024	4.1374	28.6196
Si	6.8197	4.0862	28.5248
Si	4.0918	6.8066	28.4845
Si	9.5538	6.8183	28.4543
Si	1.2947	9.4983	28.6098
Si	6.8472	9.5519	28.5194
Si	-0.0339	0.0016	29.9133
Si	5.4948	-0.0161	29.9066
Si	2.755	2.7252	29.9239
Si	8.1894	2.729	29.8907
Si	-0.0238	5.4988	29.9014
Si	5.4593	5.4652	29.8864
Si	2.7465	8.1701	29.9015
Si	8.2177	8.1866	29.8758
Si	1.3673	1.3673	31.2657
Si	6.8362	1.3673	31.2657
Si	4.1018	4.1018	31.2657
Si	9.5708	4.1018	31.2657
Si	1.3673	6.8362	31.2657
Si	6.8362	6.8362	31.2657
Si	4.1018	9.5708	31.2657
Si	9.5708	9.5708	31.2657
Si	2.7345	0	0.6835
Si	8.2035	0	0.6835
Si	0	2.7345	0.6835
Si	5.469	2.7345	0.6835
Si	2.7345	5.469	0.6835
Si	8.2035	5.469	0.6835
Si	0	8.2035	0.6835
Si	5.469	8.2035	0.6835
Si	4.0963	1.378	2.0586
Si	9.5942	1.3482	2.0404
Si	1.351	4.1353	2.0512
Si	6.8264	4.1325	2.0409
Si	4.0891	6.8467	2.0399
Si	9.5737	6.8377	2.0587
Si	1.3576	9.6016	2.0523
Si	6.8262	9.6112	2.0426
Si	0.0321	0.0365	3.4681
Si	5.4818	0.037	3.4433
Si	2.7135	2.7669	3.3943
Si	8.2526	2.7765	3.3333
Si	0.0264	5.5146	3.466
Si	5.4726	5.523	3.4189
Si	2.7343	8.2383	3.388
Si	8.2406	8.2828	3.3754
Si	1.379	1.4518	4.8394
Si	6.91	1.4695	4.715
Si	4.0594	4.1479	4.7406
Si	9.6001	4.0737	4.7668
Si	1.3668	6.9693	4.8293
Si	6.8408	6.9843	4.7179
Si	4.0951	9.5675	4.7757
Si	9.6225	9.5723	4.8251
Si	2.7577	0.0229	6.1231
Si	8.2935	0.1101	6.0727
Si	0.0132	2.7911	6.2936
Si	5.5084	2.8287	6.0483
Si	2.7518	5.5817	6.1171
Si	8.2528	5.5882	5.9385
Si	0.0464	8.2985	6.3542
Si	5.4981	8.2945	6.2067
Si	4.4239	1.1699	7.303
Si	9.8103	1.1343	7.6007
Si	1.1759	4.4963	7.4836
Si	6.6377	4.5302	7.2205
Si	4.3237	6.6906	7.5135
Si	9.7293	6.6028	7.4769
Si	1.2795	9.9282	7.685
Si	6.72	9.9576	7.393
O	9.231	1.1957	23.7953
O	4.0803	6.8231	23.9561
O	3.9138	1.2464	24.089
O	9.4886	6.6718	23.8854
O	-0.0243	5.5408	7.9956
O	5.5743	0.1217	7.8933
O	0.0734	0.0791	8.1279
O	5.5355	5.6019	7.8576
O	7.5921	3.9301	8.4016
O	8.7235	7.0325	8.7331
O	2.1743	9.4367	9.0221
O	8.8837	1.6476	8.8987
O	7.6182	9.4618	8.6881
O	3.5957	1.8088	8.5644
O	3.5768	7.201	8.915
O	2.0641	4.0042	8.7928
O	8.0334	3.6282	23.4471
O	0.4019	4.9122	22.9239
O	1.8004	2.7306	23.3373
O	5.7211	4.9237	23.0511
O	5.4672	10.0802	23.4079
O	2.3343	8.5961	22.9936
O	-0.2379	9.3561	22.7747
O	7.689	8.5564	23.0772
Si	8.6472	7.6227	18.3758
Si	8.7887	6.3319	13.5999
Si	3.8026	1.4758	14.6808
Si	2.1489	5.6171	17.555
Si	2.3754	3.0513	19.5061
Si	9.8209	9.0062	12.059
Si	1.154	9.0981	21.9611
Si	9.1879	0.9478	13.1756
Si	1.4052	5.0053	12.9797
Si	1.7952	8.2005	12.7905
Si	6.6118	9.561	22.3816
Si	4.5568	4.5225	15.6504
Si	8.2005	2.9904	9.5552
Si	0.8573	8.1105	19.1194
Si	6.9428	1.3414	21.074
Si	8.2244	8.2949	9.6504
Si	10.855	5.1088	15.5455
Si	7.566	9.4531	16.2749
Si	9.9011	2.0303	20.2713
Si	3.2112	8.4823	9.8934
Si	6.6767	3.2849	17.39
Si	1.0648	0.0965	19.8104
Si	3.2332	2.7738	12.2692
Si	7.1811	5.3508	19.6499
Si	5.7491	8.6373	11.5142
Si	5.7913	6.0429	13.1661
Si	4.6393	9.6657	17.5846
Si	0.976	3.5549	22.1862
Si	4.8704	1.4385	18.7836
Si	3.1908	3.0677	9.4922
Si	6.47	10.7812	13.7489
Si	10.3534	0.0723	15.9477
Si	5.6596	3.6308	11.1262
Si	9.8482	3.8769	11.8619
Si	2.3476	9.8759	15.5097
Si	6.0821	8.0895	19.763
Si	6.8702	3.9876	22.368
Si	9.7408	2.7118	17.3543
O	7.1992	6.3486	13.939
O	1.9302	6.9819	18.5074
O	10.2209	3.9513	16.4538
O	6.1673	9.9353	17.0056
O	10.1526	0.696	14.4572
O	8.4119	6.0465	18.8047
O	5.1786	0.6269	14.3854
O	5.6656	2.0185	17.4924
O	8.3125	1.9786	20.5167
O	1.9692	4.2029	18.3971
O	6.9581	2.7705	10.6121
O	4.8698	2.6818	12.1909
O	6.0628	4.3153	16.2806
O	4.5604	3.8989	9.9124
O	10.6649	2.7085	21.5528
O	9.716	6.1174	14.9386
O	5.9881	6.4562	19.8159
O	4.0758	0.1138	18.2639
O	9.2842	10.534	12.2571
O	2.8439	4.3096	12.6946
O	1.6817	10.5055	21.2423
O	3.9551	2.6563	19.381
O	0.7338	9.998	15.9218
O	1.2085	9.7205	18.8015
O	1.6888	1.5524	19.3483
O	8.9476	10.3275	16.4584
O	4.8903	8.5367	18.7383
O	9.5681	8.7334	10.4675
O	6.6881	4.0478	18.8264
O	2.847	1.6519	13.3547
O	5.8132	8.7612	21.2137
O	2.5382	2.4225	10.8439
O	7.5706	4.8175	21.1444
O	5.2109	7.4519	12.5306
O	0.4405	9.024	12.4697
O	7.5927	1.0291	13.5473
O	7.1197	9.5923	14.6999
O	8.99	5.014	12.6529
O	8.0603	7.9788	16.8585
O	6.2142	2.5413	21.9327
O	2.4641	9.0141	14.0788
O	0.4303	4.4714	11.7835
O	0.924	7.9842	20.7592
O	9.3794	3.8045	10.3116
O	9.6666	2.3671	12.5022
O	7.6363	8.5002	19.3503
O	2.5521	8.1119	11.3416
O	3.9989	2.994	15.3045
O	0.7628	4.3953	14.349
O	10.0709	2.9746	18.9359
O	9.1459	7.7839	12.9264
O	10.4164	0.4919	20.0204
O	6.037	5.018	11.8967
O	8.1326	2.6424	17.0534
O	3.5538	5.3533	16.6879
O	4.6596	9.106	10.3666
O	1.5254	6.6233	13.1651
O	4.773	5.4438	14.3052
O	2.0288	3.7655	20.9466
O	10.5488	1.3475	16.9521
O	0.9622	5.9178	16.4764
O	7.3481	10.9164	21.8594
O	5.9173	0.9082	19.9025
O	6.0945	9.9985	12.3579
O	2.8526	0.4977	15.5614
O	7.046	7.973	10.7427
O	10.25	7.895	18.5581
O	3.4507	9.1561	16.5403

Results
free energy: -145947.369 eV
free energy less fixed offsets of As -4856.12, O -568.88, Si -635.61 eV per atom: 2.351 eV

Forces (eV/angstrom), in the order of the atoms: element, x, y, z
As	-0.0645	-0.0113	0.0043
Si	0.0073	-0.0093	0.0459
Si	-0.0142	-0.0088	0.0434
Si	-0.0046	-0.0339	0.0165
Si	-0.0019	-0.0022	-0.0037
Si	-0.0047	-0.0052	0.0041
Si	0.0168	-0.0015	0.0073
Si	-0.0096	-0.0022	-0.0128
As	0.0099	0.0059	0.0176
Si	0.0092	0.0256	-0.0116
Si	0.0084	0.0069	-0.0037
Si	-0.0234	0.016	-0.0053
Si	0.0008	-0.0058	0.0044
Si	-0.0049	0.0016	-0.0048
Si	0.0039	0.0022	-0.0167
Si	0.003	-0.0051	-0.0011
Si	0.0089	-0.0178	-0.0042
Si	-0.0062	0.003	-0.0056
Si	-0.0018	0.0011	-0.0025
Si	0.0044	-0.0249	0.0035
Si	-0.0016	0.0048	0.0041
Si	0.0075	-0.0153	-0.0074
Si	0.0086	-0.0104	0.0026
Si	-0.008	-0.0017	-0.0073
Si	-0.0006	0.0081	-0.0174
Si	-0.0026	0.0026	0.0033
Si	0.0078	-0.0066	0.0056
Si	-0.0033	0.0062	0.0003
Si	-0.0017	0.0019	-0.0057
Si	0.0054	0.0038	0.0003
Si	-0.0068	-0.0006	0.0104
Si	0.0154	-0.0002	0.0059
Si	0.004	-0.0068	0.0043
Si	-0.01	0.0031	-0.0095
Si	0.0043	0.0075	0.0038
Si	0.0008	-0.0114	0.0017
Si	-0.0005	-0.0062	-0.005
Si	0	-0.005	0.0039
Si	-0.0033	-0.0022	0.0036
Si	-0.0041	0.0044	0.0005
Si	0.0056	0.0213	-0.0239
Si	0.1365	0.0115	0.0991
Si	0.1235	-0.0144	0.122
Si	-0.1141	-0.0503	-0.1114
Si	0.0349	-0.0126	0.1205
Si	0.0446	0.0222	-0.1748
Si	0.0104	-0.0748	-0.072
Si	-0.2094	-0.1707	0.071
Si	0.0061	0.0503	-0.0149
Si	-0.0088	0.0679	-0.122
Si	0.054	0.0802	0.0043
Si	-0.0205	0.0892	0.0653
Si	-0.0561	-0.0288	-0.0834
Si	-0.0087	0.0847	-0.0507
Si	0.0545	0.1038	0.1007
Si	0.0315	0.1092	0.0445
Si	-0.0003	0.0019	0.001
Si	-0.003	0.0015	-0.0005
Si	0.0065	0.0009	0.0005
Si	0.0024	0.0013	0.0025
Si	0	-0.0046	-0.0002
Si	0.0002	0.0022	0.0018
Si	0.002	0.0016	-0.0002
Si	0.0075	0.0025	0.0016
Si	0.0004	-0.002	0.0037
Si	-0.0008	-0.0042	0.0001
Si	-0.0026	-0.0004	-0.0022
Si	0.0017	-0.0029	-0.0065
Si	-0.0015	-0.0023	0.0038
Si	-0.0019	0	-0.0018
Si	-0.0008	0.0004	0.0002
Si	-0.0012	0.0001	-0.0026
Si	-0.0019	-0.0019	-0.0001
Si	0.003	0.0025	-0.0003
Si	-0.0033	-0.0019	-0.0024
Si	0.0026	-0.0003	0.0016
Si	0.0038	-0.0017	0.0012
Si	0.0007	0.0048	-0.0019
Si	-0.0009	-0.0042	0.0003
Si	0.0011	0.0027	0
Si	-0.0031	0.003	-0.005
Si	0.0013	-0.0039	-0.0014
Si	0	-0.0043	-0.003
Si	0.0003	-0.0009	0.0005
Si	-0.0015	0.0023	-0.0029
Si	0.0013	-0.0025	-0.0019
Si	-0.0026	-0.002	-0.0035
Si	-0.0009	-0.0012	-0.0021
Si	-0.0004	-0.0017	0.0051
Si	-0.0013	0.0019	-0.0015
Si	-0.0025	-0.0033	0.0026
Si	-0.0016	-0.0032	0.0061
Si	-0.0007	-0.0001	0.0011
Si	-0.0002	-0.0014	0.0022
Si	-0.0005	0.0004	0.0065
Si	-0.001	-0.0022	0.0023
O	0.0301	-0.0135	0.0168
O	-0.0007	0.0142	0.0066
O	0.0017	0.0023	-0.0358
O	0.0119	-0.0094	0.0129
O	-0.0003	0.0019	-0.0025
O	-0.0011	-0.0002	-0.0027
O	0.0005	-0.0027	-0.0027
O	-0.0009	-0.0012	-0.0038
O	0.0003	-0.0016	0.0012
O	-0.0016	0.0005	0.0013
O	0.0015	-0.0027	-0.001
O	-0.0017	0	0.0011
O	0.0017	-0.0041	0.0025
O	-0.0014	0.0004	-0.0003
O	-0.0018	0.0004	0.0016
O	0.0016	-0.0024	0.0003
O	-0.0047	0.0089	-0.014
O	-0.0053	0.006	0.0054
O	-0.0105	0.0313	-0.0297
O	-0.002	-0.0006	-0.0025
O	0.0015	-0.0096	-0.0021
O	0.0063	-0.0086	0.004
O	0.0056	0.017	0.0255
O	0.0029	-0.0068	0.0053
Si	0.0004	-0.0013	0.0034
Si	-0.0005	-0.002	0.005
Si	-0.0025	-0.0032	0.0057
Si	-0.0047	-0.0024	0.0063
Si	-0.0023	-0.0035	0.0046
Si	-0.0014	-0.0026	0.0032
Si	0.0223	-0.0047	-0.0007
Si	-0.0012	-0.0013	0.0049
Si	-0.0012	-0.0018	0.0055
Si	-0.0002	-0.0027	0.0031
Si	0.0144	0.006	-0.0087
Si	-0.0001	-0.0009	0.0047
Si	-0.0007	-0.0025	-0.0004
Si	0.0007	0.0056	0.0007
Si	0.0095	-0.0073	-0.0006
Si	-0.0012	-0.0007	-0.0009
Si	-0.0019	-0.0027	0.005
Si	0.0007	-0.0017	0.0059
Si	0.0044	-0.0082	0.0127
Si	-0.0021	-0.0018	0.0004
Si	-0.0008	-0.0023	0.0059
Si	-0.0103	0.0004	-0.0018
Si	-0.0007	-0.0024	0.0029
Si	-0.0013	-0.0072	0.0041
Si	-0.0002	-0.0027	0.0022
Si	-0.0001	-0.0018	0.0037
Si	-0.0028	-0.0005	0.005
Si	-0.0054	-0.0093	-0.0035
Si	0.0004	-0.0037	0.0064
Si	-0.0026	-0.0019	0.0005
Si	-0.0001	-0.0021	0.0035
Si	-0.0005	-0.0013	0.0051
Si	-0.0008	-0.0041	0.0026
Si	-0.0023	-0.0027	0.0033
Si	-0.0013	-0.0024	0.0049
Si	-0.0019	-0.0013	0.0039
Si	-0.0048	-0.0011	-0.0008
Si	-0.0008	-0.0003	0.0037
O	-0.0009	-0.0021	-0.0031
O	-0.0006	-0.0038	0
O	-0.0027	-0.0031	-0.0035
O	-0.0009	-0.003	-0.0033
O	0.0001	-0.0036	-0.0017
O	-0.003	-0.0022	0.0011
O	-0.0018	-0.0013	-0.0029
O	0.0001	-0.0013	-0.0041
O	-0.0013	0.0013	0.0006
O	0.001	-0.0006	-0.001
O	-0.003	-0.0012	-0.0014
O	-0.0021	-0.0023	-0.0021
O	-0.0016	-0.0027	-0.003
O	0.0017	-0.001	-0.001
O	-0.0052	0.0045	-0.0111
O	0.0006	-0.0029	-0.0014
O	-0.0001	0.001	-0.0007
O	0	-0.0031	-0.0027
O	-0.0011	-0.0005	-0.0021
O	-0.0017	-0.0022	-0.0034
O	-0.0026	-0.0002	-0.0095
O	-0.0025	-0.0029	-0.0026
O	-0.0015	-0.0022	-0.0028
O	0.0003	-0.001	-0.0008
O	-0.0016	0.0009	-0.0017
O	-0.0023	-0.0041	-0.0032
O	0	-0.0022	0.0001
O	0.001	-0.0007	0.0005
O	-0.0006	-0.0001	-0.0025
O	-0.0002	-0.002	-0.0028
O	-0.0015	-0.0089	-0.0091
O	-0.0008	-0.002	0.0015
O	0.0029	0.0002	-0.0019
O	-0.0008	-0.0032	-0.0022
O	-0.0004	-0.0025	-0.003
O	-0.0022	-0.0026	-0.0027
O	0.0001	-0.0027	-0.0017
O	-0.0014	-0.0002	-0.0015
O	-0.0017	-0.0005	-0.0032
O	0.002	-0.0004	0.0063
O	-0.0001	-0.0007	-0.0006
O	0.0011	-0.0012	-0.0022
O	-0.0072	-0.0014	-0.0028
O	0.0015	-0.0009	0.0006
O	-0.001	-0.0044	-0.003
O	-0.0009	-0.0037	-0.0007
O	-0.003	-0.0016	0.0012
O	-0.0006	0.0005	-0.0022
O	-0.0007	-0.0029	-0.0028
O	-0.0004	-0.0008	-0.0037
O	-0.0015	-0.0036	-0.0026
O	0.0073	0.0037	-0.0031
O	0	0.0009	-0.0011
O	0.0005	-0.0016	-0.0029
O	-0.0008	-0.0037	-0.004
O	0.0015	-0.0014	-0.001
O	-0.0007	-0.0029	-0.0036
O	-0.0031	-0.005	0.0006
O	0.0005	-0.006	-0.0029
O	-0.0018	-0.0027	-0.0031
O	0.0006	-0.002	-0.0035
O	-0.0073	-0.0001	-0.0012
O	-0.0047	0.0002	-0.0033
O	-0.0003	-0.0004	-0.0008
O	-0.0008	-0.0018	-0.0038
O	-0.004	-0.0005	-0.0006
O	-0.002	-0.003	-0.0005
O	-0.0002	-0.002	-0.0016

The program warned: the cutoff lies below the one the program advises for these potential files; the exchange-correlation potential is rough where the density is thin.
